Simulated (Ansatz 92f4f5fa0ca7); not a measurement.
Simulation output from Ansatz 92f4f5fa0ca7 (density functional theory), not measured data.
Periodic cell of 214 atoms, Si131O81P2, from a study of silicon, its oxide and their interface. The atomic structure is a simulated model.

Settings: functional PBE; potential files Ansatz PAW; basis plane waves; wave-function cutoff 700 eV; density cutoff ratio 5; exchange-correlation grid ratio 1; k mesh 2 x 2 x 1, shifted by 0.5 0.5 0.5 of a step; self-consistency stop 5e-08 eV per atom in the density residual; occupations fixed; spin none; net charge 0.

Cell vectors (angstrom)
a 10.938 0 0
b 0 10.938 0
c 0 0 31.5432

Atoms: element, x, y, z (angstrom)
Si 10.3981 0.5933 24.3335
Si 6.0086 10.5096 24.1362
Si 2.0905 3.2621 24.083
Si 8.6645 2.2812 24.2743
Si 0.4556 5.064 24.1374
Si 5.0226 5.9073 24.2275
Si 3.3578 7.6521 24.1615
Si 7.805 8.8373 24.011
Si 1.3118 1.4892 25.4526
Si 6.8873 1.3176 25.4715
Si 3.9912 4.1082 25.3338
Si 9.6339 4.1068 25.4071
Si 1.4544 6.822 25.3514
Si 6.8718 6.9603 25.2586
Si 4.1973 9.5412 25.3313
Si 9.5029 9.6604 25.4422
Si 2.7575 0.0142 26.6407
Si 8.1923 0.0008 26.9289
Si -0.0131 2.7851 26.9048
Si 5.4286 2.7432 26.663
Si 2.7205 5.4545 26.8272
Si 8.2061 5.5303 26.6344
Si 0.0182 8.2213 26.6503
Si 5.5203 8.2159 26.7915
Si 4.1007 1.3669 28.0714
Si 9.5681 1.3878 28.2233
Si 1.367 4.133 28.2222
Si 6.8243 4.1345 28.0269
Si 4.1252 6.8361 28.1318
Si 9.5865 6.8525 28.0558
Si 1.3851 9.5854 28.0467
Si 6.8222 9.5588 28.2207
Si 0.024 -0.0144 29.4946
Si 5.4433 0.0194 29.5045
Si 2.748 2.7205 29.4975
Si 8.1671 2.7753 29.4895
Si -0.0258 5.5018 29.507
Si 5.4818 5.4621 29.4816
Si 2.734 8.2124 29.4687
Si 8.2271 8.182 29.4995
Si 1.3673 1.3673 30.8594
Si 6.8362 1.3673 30.8594
Si 4.1018 4.1018 30.8594
Si 9.5708 4.1018 30.8594
Si 1.3673 6.8362 30.8594
Si 6.8362 6.8362 30.8594
Si 4.1018 9.5708 30.8594
Si 9.5708 9.5708 30.8594
Si 2.7345 0 0.6835
Si 8.2035 0 0.6835
Si 0 2.7345 0.6835
Si 5.469 2.7345 0.6835
Si 2.7345 5.469 0.6835
Si 8.2035 5.469 0.6835
Si 0 8.2035 0.6835
Si 5.469 8.2035 0.6835
Si 4.1215 1.3412 2.0482
Si 9.5464 1.3837 2.0401
Si 1.337 4.1284 2.0509
Si 6.8585 4.073 2.0532
Si 4.0886 6.8588 2.0393
Si 9.595 6.8094 2.0502
Si 1.3818 9.5578 2.0544
Si 6.8362 9.566 2.0629
Si -0.0304 -0.0074 3.3441
Si 5.4735 -0.0194 3.4797
Si 2.7128 2.7219 3.3293
Si 8.1988 2.7041 3.4916
Si -0.0146 5.4691 3.5082
Si 5.4812 5.483 3.3312
Si 2.7477 8.2063 3.4778
Si 8.2329 8.1788 3.3813
Si 1.3173 1.3694 4.6681
Si 6.8559 1.3004 4.8946
Si 4.0862 4.1169 4.619
Si 9.5484 4.0709 4.8987
Si 1.3688 6.8685 4.8788
Si 6.8637 6.7997 4.7164
Si 4.125 9.5534 4.8933
Si 9.5868 9.5618 4.7346
Si 2.6516 0.048 6.0993
Si 8.2338 -0.1417 6.2473
Si -0.0012 2.6506 6.1858
Si 5.4102 2.7775 6.0427
Si 2.7683 5.4206 6.1048
Si 8.1437 5.4481 6.2237
Si 0.0162 8.2986 6.2185
Si 5.5717 8.1378 6.1833
Si 3.5125 1.9598 7.1487
Si 10.0344 0.8225 7.4292
Si 1.7968 3.656 7.3282
Si 6.2566 4.5101 7.385
Si 4.6504 6.2642 7.2505
Si 9.2062 7.2205 7.3701
Si 0.9162 10.1627 7.4853
Si 7.4269 8.8867 7.4939
O 4.5214 6.4472 8.8896
O 1.4596 3.9913 8.9233
O 9.8359 6.7352 8.829
O 1.3427 10.1212 9.1159
O 6.1634 4.1967 9.0231
O 3.8171 1.7215 8.7418
O 7.1654 8.9541 9.1483
O 9.6371 1.0692 9.0199
O 8.2174 2.59 22.7125
O 10.936 5.5242 22.6066
O 5.5802 0.0907 22.626
O 5.2711 5.393 22.6745
O 2.0858 2.813 22.4791
O 3.2768 7.8169 22.5057
O 8.3923 8.7363 22.4491
O -0.201 11.247 22.7486
Si 2.107 2.9464 12.9097
Si 8.7442 1.2896 10.3554
Si 0.9753 4.3155 15.3787
Si 7.5413 5.6676 12.216
Si 2.3565 8.1704 21.2154
Si 5.392 7.8599 12.457
Si 9.1746 0.2607 15.3926
Si 2.7994 -0.063 16.6737
Si 10.5238 1.0247 12.6398
Si 7.6965 2.867 21.2073
P 9.5775 8.5649 14.2167
Si 1.4777 4.7476 10.3658
Si 4.4052 9.4921 19.1373
Si 11.0053 6.084 21.0766
P 6.445 10.2953 14.6035
Si 5.3288 0.7514 21.168
Si 2.4699 9.8066 10.2615
Si 0.3998 10.6352 21.3901
Si 5.7794 5.3006 21.1475
Si 3.6322 7.0648 10.0778
Si 9.1084 5.6629 14.8818
Si 3.5706 4.1364 19.119
Si 9.9478 3.6748 19.2437
Si 4.1326 8.6774 15.3284
Si 0.3076 1.7708 17.1219
Si 6.7259 7.5931 19.3111
Si 5.1976 3.6818 16.7792
Si 7.7379 5.134 17.513
Si 6.705 9.9462 10.3591
Si 4.4777 1.1019 10.0588
Si 0.3043 8.9713 12.0712
Si 9.0657 8.6403 20.9548
Si 4.4347 1.7116 14.6928
Si 2.388 2.1028 21.0446
Si 6.3939 3.377 10.4126
Si 3.2849 5.9021 16.7152
Si 9.9302 6.5303 10.4346
O -0.0262 2.5802 18.5018
O 2.8235 9.6645 15.5424
O 10.7976 4.8 20.0841
O 7.6757 2.4573 10.056
O 10.8984 5.2425 10.7743
O 6.5897 6.8292 12.8659
O 10.4718 7.9221 11.0995
O 8.4218 6.2408 10.9728
O 5.2687 10.5148 20.0574
O 2.1358 3.6812 11.4377
O 7.8926 8.6208 19.8176
O 6.1307 6.7951 20.6104
O 5.4476 2.7177 15.495
O 1.2676 0.9271 20.6943
O 6.0253 9.1265 11.6064
O 4.5017 5.0007 16.1109
O 6.5664 4.0103 17.5943
O 10.6314 10.4749 11.9875
O 5.4123 0.5317 14.0766
O 7.9052 5.4331 15.9298
O 9.7804 9.6544 15.4371
O -0.5794 4.7212 15.2552
O 1.4985 6.8388 20.7882
O 1.3521 0.4953 17.2244
O 6.5365 1.7885 20.8067
O 1.0482 1.6923 12.9072
O 3.1365 5.5277 18.3247
O 9.7022 1.8829 11.5352
O 1.0073 2.8712 16.1348
O 8.5874 5.2568 13.3991
O 11.138 8.4757 13.6408
O 1.4111 9.4013 21.7093
O 10.0559 9.9284 20.6131
O 3.2869 0.2082 10.7679
O 5.1432 2.3824 10.8517
O 1.6165 4.1299 13.9036
O 7.9829 10.8513 10.8466
O 9.0961 4.5119 18.1354
O 5.4951 9.5593 15.7687
O 5.6425 0.0368 9.6734
O 3.5551 2.3722 13.4664
O 1.8266 5.5124 16.0887
O 9.6273 0.9749 13.9986
O 4.4057 7.0045 11.4937
O 4.6327 4.5834 20.258
O 9.8173 1.1437 16.5969
O 6.6688 4.3928 11.6698
O 5.5165 8.4211 18.5888
O 8.9731 2.7802 20.2007
O 3.4552 1.1881 15.8751
O 4.201 3.1332 17.9709
O 9.843 7.2055 20.8551
O 3.4112 8.6289 9.6312
O 3.7496 7.4178 16.3092
O 7.518 0.2088 15.5545
O 9.6006 7.2167 15.1016
O 3.8833 1.4836 21.1586
O 1.8529 9.121 11.6127
O 2.2932 6.1603 10.2512
O 7.3248 6.5184 18.2504
O 7.1305 4.3923 21.0855
O 4.4722 8.2588 13.7692
O 3.2726 8.6582 19.9692
O 2.4072 3.2598 19.8723
O 3.6479 10.3331 17.9638

Results
free energy: -130869.558 eV
free energy less fixed offsets of O -569.03, P -756.45, Si -635.61 eV per atom: -0.318 eV

Forces (eV/angstrom), in the order of the atoms: element, x, y, z
Si -0.0401 0.0359 -0.0645
Si 0.0325 -0.0271 -0.0557
Si -0.0561 0.0232 -0.0546
Si 0.0139 -0.0341 -0.0559
Si 0.0297 -0.0314 -0.0586
Si -0.0363 0.0148 -0.0548
Si 0.0381 -0.0461 -0.0611
Si -0.0082 0.0491 -0.0505
Si -0.0006 0.0236 0.0151
Si 0.0141 -0.0281 -0.0083
Si -0.0334 -0.0048 0.0062
Si 0.021 -0.0225 0.002
Si 0.0171 -0.0107 0.0092
Si -0.0069 0.0265 0.0108
Si 0.0105 -0.0158 0.02
Si -0.0241 0.0081 0.0019
Si 0.0126 -0.0059 0.034
Si -0.0046 -0.0028 -0.0416
Si 0.0032 0.0109 -0.0387
Si -0.0264 0.008 0.0626
Si -0.0067 -0.0073 -0.0314
Si -0.0107 0.0188 0.0635
Si 0.0066 -0.0126 0.053
Si 0.0166 0.0104 -0.0334
Si 0.001 0.0008 0.0149
Si 0.0043 0.0117 -0.0207
Si 0.0063 0.0046 -0.0166
Si 0.0043 -0.0022 0.0207
Si 0.0019 0.0062 -0.0054
Si -0.0016 0.0004 0.0153
Si -0.0013 -0.0031 0.0289
Si -0.004 -0.005 -0.0166
Si 0.0318 -0.0335 -0.0256
Si -0.0239 0.0238 -0.0197
Si 0.022 -0.0283 -0.0185
Si -0.0316 0.0344 -0.0246
Si -0.028 0.0253 -0.0195
Si 0.0244 -0.0253 -0.0186
Si -0.027 0.0255 -0.0244
Si 0.027 -0.0255 -0.0193
Si 0.1404 -0.0764 0.0957
Si -0.1537 0.1484 -0.0385
Si 0.1293 -0.0795 -0.0044
Si -0.1811 0.1505 -0.014
Si -0.0081 0.218 -0.0752
Si 0.0871 -0.1463 0.0323
Si -0.154 0.0583 -0.0309
Si 0.1367 -0.0774 0.0438
Si 0.0674 -0.1475 0.0194
Si -0.1349 0.0512 -0.0433
Si -0.1465 0.1161 -0.0603
Si 0.1061 -0.1194 0.0456
Si -0.1253 0.1072 -0.0329
Si 0.1118 -0.1892 0.0703
Si 0.1891 -0.098 0.0667
Si -0.0269 0.1465 -0.0767
Si 0.0263 -0.0252 0.027
Si -0.0276 0.0289 0.0179
Si -0.0268 0.0286 0.0247
Si 0.0294 -0.0304 0.0193
Si -0.0281 0.0298 0.0196
Si 0.0242 -0.0234 0.0224
Si 0.0339 -0.0288 0.0204
Si -0.0279 0.0266 0.0271
Si 0.007 -0.0033 0.0143
Si 0.0028 -0.0027 -0.025
Si -0.0028 0.0028 0.0158
Si -0.0044 0.0068 -0.016
Si 0.001 -0.0028 -0.0132
Si 0.0061 -0.0045 0.0168
Si -0.0063 0.0036 -0.0174
Si -0.0085 -0.0059 0.0102
Si -0.0066 0.0009 0.0397
Si 0.0056 -0.0081 -0.0437
Si 0.0001 0.0021 0.0347
Si -0.0057 0.0011 -0.068
Si 0.0075 0.0049 -0.0673
Si 0.0024 -0.0023 0.033
Si 0.0105 -0.0081 -0.0349
Si 0.001 0 0.0363
Si -0.0261 0.003 -0.0129
Si 0.0041 -0.0228 -0.0112
Si 0.0172 -0.0139 -0.0031
Si -0.0104 0.0187 -0.0097
Si 0.0214 -0.0119 -0.003
Si -0.0352 0.0026 -0.0066
Si -0.0044 0.0272 0.0077
Si 0.0182 0.0021 -0.0169
Si -0.0477 0.0577 0.0673
Si 0.0217 -0.0241 0.0595
Si 0.0416 -0.027 0.0528
Si -0.0625 0.0213 0.0534
Si 0.0435 -0.0427 0.0601
Si -0.0079 0.0222 0.0526
Si -0.0125 0.0436 0.0537
Si 0.0321 -0.0477 0.0541
O -0.0161 0.0125 0.0056
O -0.0005 0.0175 0.0046
O -0.0081 -0.0002 0.0073
O 0.005 -0.0089 -0.0177
O 0.0146 -0.0041 0.0024
O 0.013 -0.0186 -0.0064
O -0.0032 0.0226 -0.0098
O -0.0051 0.0009 -0.0026
O -0.0022 0.0033 -0.004
O 0.0067 0.0072 -0.0027
O 0.0026 0.0039 -0.0006
O 0.0149 0.0081 -0.0087
O 0.0163 -0.002 0.0056
O -0.0186 0.0059 0.0021
O -0.0026 -0.0093 -0.0005
O 0.0089 -0.0117 0.0085
Si 0.0061 -0.0051 -0.0037
Si -0.0068 0.0087 0.0089
Si -0.0044 0.0058 -0.0005
Si -0.0065 0.0001 -0.001
Si 0.0018 -0.0033 -0.0033
Si 0.0015 -0.0005 0.0023
Si 0.0019 0.004 0.0103
Si -0.0035 -0.0011 0.0076
Si 0.0013 0.0064 0.0022
Si 0.0012 0.0042 -0.0006
P 0.008 -0.0096 0.0093
Si -0.0043 0.0021 -0.0024
Si -0.0004 -0.0032 0.0002
Si 0.0003 -0.0017 -0.0047
P 0.0014 0.0019 0.003
Si -0.0004 -0.0002 -0.0065
Si 0.0109 -0.0049 0.0107
Si 0.0007 -0.0001 -0.0043
Si 0.0019 -0.0015 0.0061
Si 0.0005 -0.0055 -0.0036
Si 0.0125 0.0083 0.0129
Si -0.0029 0.0009 0.0036
Si 0.0031 -0.0029 0.0042
Si -0.0001 -0.0032 -0.0004
Si -0.0015 -0.0006 0.0066
Si -0.0024 0.0016 0.0002
Si 0 -0.002 -0.0047
Si -0.0006 0.0001 0.0038
Si -0.0048 0.0026 0.0085
Si -0.0018 0.0038 0.0014
Si 0.0076 -0.0048 0.0033
Si 0.0021 0.0006 -0.0097
Si 0 -0.0005 -0.0054
Si -0.0038 -0.0028 -0.0081
Si -0.0007 0.0016 0.0017
Si -0.0026 0.0015 0.0045
Si 0.0021 -0.0071 0.003
O -0.017 0.0047 -0.0165
O 0.0256 0.0052 0.0174
O -0.0152 0.0051 0.0061
O -0.0037 -0.0141 0.0164
O -0.0035 0.0174 -0.0126
O 0.0009 -0.0041 -0.0241
O 0.0046 -0.0071 0.0092
O 0.0088 -0.0065 0.017
O -0.0131 0.0053 0.0084
O -0.0118 0.0015 -0.005
O -0.0045 -0.0202 0.0132
O 0.0069 -0.0145 -0.0209
O 0.0003 0.0035 0.0102
O 0.0138 0.0055 0.0221
O 0.0017 -0.0121 -0.0204
O -0.0132 -0.0185 0.0389
O -0.0071 0.0185 -0.0197
O 0.0092 -0.004 0.0196
O -0.0073 0.0134 0.0227
O 0.0334 0.0025 -0.0042
O -0.0165 0.0392 -0.0069
O -0.0103 0.0232 -0.0075
O -0.0093 0.0112 0.0171
O 0.0003 0.0109 -0.0092
O -0.0016 0 0.0204
O -0.011 0.014 -0.0062
O 0.0168 -0.0255 -0.0194
O -0.0007 -0.0223 -0.0065
O -0.008 0.0059 0.0018
O -0.0033 0.014 0.012
O -0.003 0.0158 -0.0415
O -0.0029 0.0072 -0.0116
O -0.0091 -0.0211 0.0181
O -0.0008 -0.0155 -0.0204
O 0.026 -0.0045 -0.0178
O -0.0094 -0.0206 0.0188
O -0.0114 0.0141 -0.0255
O -0.0131 -0.0043 -0.0004
O -0.0177 -0.0031 -0.0183
O -0.0017 0.0032 0.0182
O -0.0136 -0.0053 0.0196
O 0.0066 -0.0183 -0.0078
O 0.0095 -0.0196 0.0012
O 0.0053 0.023 -0.0162
O 0.0028 0.0039 -0.0057
O 0.0159 -0.0084 -0.0137
O 0.0144 0.0056 -0.0216
O 0.0038 -0.0043 0.0234
O -0.0073 0.0201 0.0002
O 0.0057 -0.0168 -0.0192
O -0.0023 0.0377 0.002
O 0.0044 0.0031 0.0077
O -0.0128 0.0013 0.018
O -0.0053 -0.0081 -0.0133
O 0.0155 -0.0103 -0.0141
O -0.0182 -0.0585 -0.0067
O 0.0023 -0.0013 0.0003
O -0.0218 0.0057 -0.0165
O 0.0123 -0.013 -0.0031
O -0.0018 -0.011 0.0069
O -0.0176 -0.0125 0.0012
O 0.0087 -0.0021 0.0075
O 0.0032 0.0098 0.0083
O 0.024 -0.0143 0.0201
O -0.0081 -0.0033 -0.002

The program warned: the cutoff lies below the one the program advises for these potential files; the forces do not sum to zero within the program's tolerance; the exchange-correlation potential is rough where the density is thin.
